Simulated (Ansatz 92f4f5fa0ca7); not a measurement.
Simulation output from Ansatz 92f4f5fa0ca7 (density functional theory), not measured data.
Periodic cell of 237 atoms, Si146O90As1, from a study of silicon, its oxide and their interface. The atomic structure is a simulated model.
Doubt: the cutoff is far below the 930 eV that the study's wrapper takes by default for these files, so forces and energies are approximate.

Settings
functional: PBE
potential files: Ansatz PAW
basis: plane waves
wave-function cutoff: 580 eV
density cutoff ratio: 5
exchange-correlation grid ratio: 1
k mesh: 1 x 1 x 1, Gamma-centred
self-consistency stop: 5e-08 eV per atom in the density residual
occupations: fixed
spin: none
net charge: +1 e, with a uniform compensating background and no finite-size correction

Cell vectors (angstrom)
a, 11.6015, 0, 0
b, 0, 10.938, 0
c, 0, 0, 32.0622

Atoms and the computed forces on them: element, x, y, z (angstrom), force x, y, z (eV/angstrom)
Si, -0.1953, -0.0598, 23.2723, -0.0044, -0.0638, -0.0657
Si, 3.6713, 0.213, 23.0991, 0.0131, -0.1014, -0.1541
Si, 7.5365, -0.1435, 23.4518, -0.0305, -0.0544, -0.028
Si, 1.6853, 1.3793, 23.4098, -0.0558, 0.0864, -0.0964
Si, 5.7321, 1.4125, 23.1967, 0.018, 0.0064, -0.1145
Si, 9.4338, 1.2166, 23.3608, -0.0073, 0.0784, -0.1318
Si, 0.1427, 5.3199, 23.4669, -0.0188, -0.206, -0.1424
Si, 4.0425, 5.2695, 23.4823, -0.1613, -0.3849, -0.8197
Si, 8.0633, 5.5893, 23.6015, 0.421, -0.2613, -0.6473
Si, 2.135, 6.6114, 23.3806, -0.1653, 0.1639, -0.1143
As, 5.9228, 6.7585, 23.4931, -0.0067, 0.4116, -0.1703
Si, 10.0054, 6.8985, 23.6057, 0.1483, 0.2264, -0.1401
Si, 1.8896, 2.6573, 25.386, 0.0011, -0.033, -0.0898
Si, 5.8294, 2.6279, 25.266, 0.0199, -0.033, -0.0599
Si, 9.6149, 2.6859, 25.2613, 0.0564, -0.0484, -0.1242
Si, 11.5861, 4.0008, 25.3881, -0.0022, 0.0852, -0.0125
Si, 3.9017, 3.9347, 25.379, -0.03, 0.0345, 0.1595
Si, 7.7106, 4.0796, 25.367, -0.0443, -0.0423, 0.2112
Si, 1.9582, 8.1527, 25.2026, 0.0125, 0.0043, 0.0186
Si, 5.7547, 8.2123, 25.407, 0.0993, 0.1274, 0.0303
Si, 9.7141, 8.2698, 25.4484, -0.0345, -0.0214, 0.0274
Si, 11.6354, 9.5715, 25.2655, -0.0025, 0.0514, -0.0308
Si, 3.8443, 9.5839, 25.057, -0.0742, 0.2107, -0.0066
Si, 7.6978, 9.5257, 25.413, 0.0032, 0.0788, 0.0261
Si, 11.6449, -0.0099, 27.213, -0.0018, -0.005, -0.0594
Si, 3.906, -0.0598, 27.1202, -0.0066, -0.0467, -0.0474
Si, 7.7566, -0.0262, 27.3045, 0.0126, -0.0359, 0.0446
Si, 1.9861, 1.3044, 27.2827, 0.02, 0.0293, 0.059
Si, 5.8318, 1.3128, 27.2172, 0.002, -0.0282, 0.0309
Si, 9.6875, 1.3308, 27.2092, -0.0357, 0.0323, 0.0589
Si, 11.5924, 5.463, 27.238, -0.0198, -0.0245, 0.0319
Si, 3.8384, 5.4164, 27.2352, -0.0129, -0.0025, 0.0112
Si, 7.7192, 5.4624, 27.2783, 0.0105, -0.0018, 0.0074
Si, 1.9334, 6.8183, 27.1763, -0.0136, -0.0041, -0.0146
Si, 5.7568, 6.7758, 27.274, 0.0223, -0.0654, 0.0083
Si, 9.6613, 6.8148, 27.2985, -0.0163, 0.0275, 0.0063
Si, 1.9492, 2.7159, 29.1847, -0.0401, -0.009, -0.0009
Si, 5.7974, 2.7172, 29.1309, 0.0053, 0.0134, 0.0443
Si, 9.6804, 2.7231, 29.1439, -0.0224, -0.0181, 0.0362
Si, 0.0141, 4.0905, 29.1644, 0.0078, -0.0094, -0.0235
Si, 3.8667, 4.0836, 29.1816, 0.0191, -0.003, 0.0344
Si, 7.7331, 4.0826, 29.1916, 0.0205, -0.0255, -0.0041
Si, 1.9424, 8.1827, 29.1194, 0.0001, 0.0068, 0.0098
Si, 5.7946, 8.1779, 29.1794, 0.0385, 0.1062, -0.0133
Si, 9.6734, 8.188, 29.2208, 0.0139, -0.0187, -0.0247
Si, 0.0078, 9.5503, 29.1463, -0.0146, 0.03, 0.0588
Si, 3.8765, 9.5504, 29.1011, -0.0287, 0.0378, 0.0892
Si, 7.7377, 9.5366, 29.2168, -0.0266, 0.0146, -0.0202
Si, 0.0049, -0.0054, 31.0908, -0.0054, -0.0227, -0.0023
Si, 3.8657, 0.0006, 31.0609, 0.0034, -0.0475, -0.01
Si, 7.7336, 0, 31.1185, -0.0037, 0.0094, 0.0199
Si, 1.9331, 1.3633, 31.1136, 0.0088, -0.0009, 0.048
Si, 5.8016, 1.3628, 31.0679, -0.0173, -0.0113, -0.0035
Si, 9.6708, 1.3566, 31.0924, 0.0003, 0.0269, -0.021
Si, 0.0119, 5.4628, 31.0946, -0.0001, -0.011, -0.0024
Si, 3.8728, 5.4731, 31.1031, -0.0072, -0.0146, 0.0229
Si, 7.7415, 5.4629, 31.1252, 0.0056, 0.0006, -0.0069
Si, 1.94, 6.8344, 31.0724, -0.0029, 0.0264, 0.0006
Si, 5.8067, 6.8283, 31.1111, 0.0009, -0.0711, 0.029
Si, 9.6803, 6.8202, 31.1433, 0.003, 0.0203, 0.0391
Si, 1.9353, 2.7455, 0.9858, -0.0182, 0.0127, -0.0124
Si, 5.7989, 2.7431, 0.9287, 0.0246, 0.0186, 0.0241
Si, 9.6709, 2.7311, 0.9715, -0.0143, -0.0101, -0.0242
Si, -0.0095, 4.1034, 0.9603, 0.0325, -0.0059, 0.0283
Si, 3.8693, 4.1113, 0.9784, -0.0047, 0.0032, -0.0013
Si, 7.7439, 4.1051, 0.9988, -0.0285, -0.0264, -0.014
Si, 1.9326, 8.212, 0.943, 0.0002, 0.0057, 0.0254
Si, 5.8036, 8.2214, 0.962, -0.0218, 0.0469, 0.0158
Si, 9.67, 8.216, 1.0068, 0.0214, -0.0038, -0.0174
Si, -0.0012, 9.5859, 0.9832, 0.0214, -0.0077, -0.0276
Si, 3.8649, 9.5835, 0.9587, -0.0104, 0.0174, -0.0332
Si, 7.7423, 9.5752, 0.9895, -0.0181, 0.0074, -0.0088
Si, 11.6126, 0.0324, 2.9187, -0.0019, 0.0074, 0.0133
Si, 3.8579, 0.0194, 2.9113, 0.0126, -0.0005, 0.0093
Si, 7.7453, 0.0211, 2.9059, -0.0067, 0.002, -0.0004
Si, 1.937, 1.3985, 2.9265, 0.0068, 0.001, 0.0066
Si, 5.8146, 1.3622, 2.8374, -0.0069, 0.0044, -0.013
Si, 9.6653, 1.3839, 2.9235, -0.0032, -0.0014, 0.0016
Si, 11.5677, 5.5009, 2.8693, 0.0146, 0.0036, -0.0036
Si, 3.8816, 5.4948, 2.9099, -0.0121, 0.0106, 0.0089
Si, 7.7406, 5.5108, 2.919, 0.004, 0.0226, 0.012
Si, 1.9168, 6.8207, 2.859, -0.002, -0.0028, -0.0188
Si, 5.8133, 6.8588, 2.8857, -0.0029, -0.0194, -0.0094
Si, 9.6626, 6.8977, 2.9713, 0.0024, -0.0099, 0.0088
Si, 1.9158, 2.8316, 4.8216, 0.0057, 0.0092, -0.0068
Si, 5.8398, 2.7231, 4.7461, 0.0025, 0.0142, -0.0131
Si, 9.6025, 2.7966, 4.8344, 0.0083, 0.0109, -0.0078
Si, 11.5455, 4.1337, 4.7808, -0.0089, -0.0174, -0.0173
Si, 3.9218, 4.0954, 4.8207, 0.003, -0.0086, -0.0057
Si, 7.7204, 4.2033, 4.8818, -0.0091, -0.0119, 0.005
Si, 1.8896, 8.1481, 4.7993, 0.0053, 0.007, -0.0114
Si, 5.8123, 8.2587, 4.7846, -0.0005, 0.0245, -0.0083
Si, 9.6645, 8.3203, 4.9086, 0.0028, 0.0154, -0.0012
Si, 11.6346, 9.6529, 4.8836, 0.0045, -0.0202, -0.0049
Si, 3.8214, 9.4839, 4.786, -0.0066, -0.0097, -0.0157
Si, 7.7258, 9.6754, 4.8896, -0.0039, -0.0117, -0.0122
Si, 11.5992, 0.2286, 6.7735, -0.0061, -0.0182, 0.1078
Si, 3.7557, -0.0557, 6.6528, -0.0036, -0.0074, 0.1254
Si, 7.7149, 0.0541, 6.9101, 0.0104, -0.0298, 0.1061
Si, 2.0507, 1.5024, 6.7568, 0.0198, 0.0076, 0.1
Si, 5.7152, 1.2738, 6.6218, -0.0246, 0.0142, 0.0762
Si, 9.649, 1.5194, 6.8314, -0.0066, 0.0199, 0.1118
Si, 11.5282, 5.4966, 6.6994, 0.0041, -0.0241, 0.0992
Si, 3.985, 5.4284, 6.7871, 0.002, -0.011, 0.0955
Si, 7.7397, 5.6678, 6.8254, -0.01, -0.0336, 0.1105
Si, 1.9783, 6.6406, 6.6486, 0.0018, 0.0247, 0.116
Si, 5.815, 6.9747, 6.7438, -0.0087, 0.0153, 0.1041
Si, 9.7571, 7.0372, 6.9103, 0.008, 0.032, 0.1064
O, 9.9976, 7.97, 8.2983, -0.0356, -0.0817, -0.1529
O, 7.6642, 9.9315, 8.2202, 0.0301, 0.0814, -0.1476
O, 7.4032, 4.7277, 8.1612, 0.0015, 0.0706, -0.2042
O, 3.3781, 10.3469, 8.2056, -0.0073, 0.0533, -0.2159
O, 2.0445, 7.5498, 8.0244, 0.0026, -0.06, -0.2092
O, 4.0072, 4.5815, 8.2431, -0.0064, 0.0633, -0.1278
O, 9.7828, 2.4455, 8.2214, -0.0242, -0.0831, -0.1585
O, 2.6159, 2.3364, 8.1192, -0.0495, -0.0417, -0.122
O, 11.3901, 4.5701, 8.0699, 0.0325, 0.0777, -0.1628
O, 5.3641, 2.3608, 7.8231, 0.048, -0.054, -0.1346
O, 5.8173, 7.9783, 8.0837, -0.0195, -0.0813, -0.1624
O, 11.3228, 10.3076, 8.1528, 0.0274, 0.0937, -0.1739
O, 11.2739, 10.1023, 21.7881, 0.0026, 0.0395, 0.1522
O, 3.2681, 10.7141, 21.5197, 0.0106, 0.0396, 0.1928
O, 5.5419, 7.8461, 22.045, -0.0444, -0.6966, 0.9152
O, 4.2201, 4.4799, 22.0096, 0.0524, 0.1637, 0.2643
O, 7.6083, 9.611, 22.2511, 0.0007, 0.0098, 0.0276
O, 10.3282, 7.6875, 22.1833, -0.0765, -0.1778, 0.2758
O, 1.5998, 2.4096, 22.1084, 0.0542, -0.0988, 0.1741
O, 5.9404, 2.4675, 21.9052, -0.0075, -0.0296, 0.1229
O, 8.4499, 4.7232, 22.2412, -0.1964, 0.1641, 0.3906
O, -0.0864, 4.4612, 22.0409, -0.0091, 0.1392, 0.1901
O, 2.3735, 7.3733, 21.9373, 0.0215, -0.1142, 0.2937
O, 9.1252, 1.8821, 21.8684, -0.0263, -0.0538, 0.2376
Si, 1.9187, 7.7805, 9.6067, -0.0073, -0.0149, 0.2243
Si, 5.0262, 0.5977, 17.6743, 0.0631, 0.0049, -0.3093
Si, 2.4956, 5.4204, 14.021, 0.0164, -0.0064, -0.0883
Si, 10.5701, 3.8606, 14.054, -0.0103, -0.0067, -0.0707
Si, 8.2816, 2.3851, 15.2579, 0.0206, 0.0359, -0.1837
Si, 9.5339, 2.253, 20.3416, 0.0202, -0.1336, -0.3486
Si, 10.5093, 3.6477, 9.075, 0.0126, 0.0038, 0.2509
Si, 0.0363, 2.3145, 11.5669, 0.0128, -0.0362, 0.1036
Si, 11.0189, 8.1385, 15.3941, 0.0512, 0.0002, -0.1627
Si, 5.1687, 6.936, 13.9903, -0.0309, -0.0027, -0.0601
Si, 5.7537, 2.6157, 11.1166, 0.0269, -0.015, 0.1272
Si, 8.5957, 7.6657, 19.3998, 0.1024, 0.033, -0.4308
Si, 8.1137, 4.8608, 20.651, 0.0886, 0.0091, -0.4596
Si, 5.9175, 9.5949, 15.2008, -0.0291, -0.0477, -0.1847
Si, 2.1496, 7.65, 20.3539, -0.1128, -0.0704, -0.4284
Si, 1.9313, 4.909, 18.7945, -0.0767, -0.0586, -0.3792
Si, 4.5045, 3.4682, 18.0309, 0.0263, 0.0128, -0.3745
Si, 8.5023, 8.9278, 16.8281, 0.0286, 0.0724, -0.2981
Si, 0.8324, 9.4806, 13.2982, 0.0086, 0.0213, -0.0224
Si, 9.9138, 10.6515, 11.7179, 0.0093, 0.0317, 0.1001
Si, 5.3436, 3.742, 21.0518, -0.0503, -0.1772, -0.4125
Si, 0.5914, 5.5271, 16.262, -0.0146, 0.0186, -0.2671
Si, 10.7863, 9.1452, 9.1437, 0, 0.0022, 0.2511
Si, 6.5097, 8.9048, 21.2622, 0.4157, 0.4217, -0.4762
Si, 7.1188, 7.1042, 11.4828, 0.0056, -0.0091, 0.1143
Si, 2.6788, 0.7347, 12.2145, -0.0363, 0.0107, 0.0763
Si, 10.9093, 8.689, 21.0392, 0.0227, 0.0885, -0.3636
Si, 6.0414, 4.3294, 15.6366, 0.0243, 0.0135, -0.2174
Si, 7.0896, 0.4891, 12.9712, 0.0212, -0.0035, -0.0208
Si, 4.0617, 2.9751, 8.5914, 0.0103, -0.0114, 0.227
Si, 0.8837, 6.7386, 11.8958, -0.0177, 0.0054, 0.0808
Si, 6.5735, 9.044, 9.0735, -0.0061, -0.0028, 0.2407
Si, 0.6546, 3.3048, 21.1408, 0.0228, -0.0106, -0.3401
Si, 9.8049, 6.5071, 12.8896, -0.0064, -0.0147, -0.0069
Si, 7.7163, 4.5337, 9.7461, -0.0166, -0.0063, 0.228
Si, 4.0111, 10.0921, 20.1907, -0.1411, 0.1825, -0.4081
Si, 4.2669, 3.0376, 13.532, -0.0413, -0.0065, -0.052
Si, 3.858, 10.0105, 9.7349, -0.004, 0.0043, 0.2311
Si, 8.0499, 0.7812, 18.0316, -0.0217, -0.0036, -0.3289
O, 11.5131, 3.2226, 12.9023, -0.0049, 0.0021, -0.0075
O, 9.3412, 4.4725, 9.88, 0.0171, -0.0105, -0.0791
O, 8.7651, 3.6052, 19.8737, -0.0592, 0.1051, 0.1793
O, 4.0038, -0.0421, 18.7782, -0.0379, -0.0911, 0.2352
O, 11.3395, 4.5313, 15.3141, 0.03, 0.0356, 0.0893
O, 9.8593, 9.7931, 10.322, 0.0185, -0.0414, -0.1203
O, 3.7686, 1.5341, 13.1368, 0.0142, 0.0037, -0.0006
O, 0.6486, 9.0648, 14.8652, -0.0287, -0.0194, 0.0564
O, 6.4666, 0.9848, 18.3664, -0.014, -0.002, 0.1254
O, 4.7632, 3.2133, 19.6301, 0.0634, 0.0685, 0.3649
O, 6.2536, 1.1803, 11.7412, -0.012, 0.0152, -0.0281
O, 0.5437, 8.6214, 9.8666, -0.0198, 0.0172, -0.0809
O, 5.6535, 4.333, 17.2335, -0.0599, -0.029, 0.1938
O, 8.447, 7.1941, 12.3908, -0.0185, 0.0066, -0.0211
O, 4.4086, 2.6356, 10.1559, -0.0443, 0.015, -0.1316
O, 2.0763, 5.6547, 15.577, -0.0321, -0.0029, 0.1047
O, 3.381, 0.0659, 10.914, 0.0337, -0.0351, -0.0947
O, 5.8923, 7.2191, 12.5488, 0.0075, 0.0036, -0.0121
O, 2.3173, 6.3665, 19.3853, 0.0345, 0.1539, 0.2065
O, 0.6583, 4.9524, 17.7805, 0.0688, -0.0201, 0.2177
O, 8.4178, 10.6889, 12.3658, -0.0038, -0.001, -0.0094
O, 5.4778, 10.0685, 9.6985, 0.0176, -0.0057, -0.0762
O, 0.6327, 8.2147, 20.2238, -0.0275, 0.0023, 0.1324
O, 9.7734, 2.6056, 14.6907, -0.0291, -0.0141, 0.047
O, 2.0057, 10.5891, 13.2197, 0.0075, 0.0032, -0.0065
O, 9.9401, 9.106, 16.1061, -0.075, 0.0045, 0.1055
O, 6.153, 10.3534, 13.7705, -0.0083, -0.0181, 0.0594
O, 7.4698, 1.5983, 14.0965, 0.0033, 0.0161, 0.0525
O, 1.645, 3.9383, 20.0459, -0.0502, -0.0549, 0.2188
O, 5.9086, 5.794, 14.9179, 0.0142, -0.0363, 0.0626
O, 7.3336, 8.9544, 15.7082, 0.0503, -0.0141, 0.1042
O, 1.5133, 1.6687, 11.6008, -0.0015, 0.0075, -0.0276
O, 7.2024, 8.2846, 10.3634, -0.016, 0.0486, -0.1129
O, 4.3252, 2.0187, 17.2924, -0.003, 0.0084, 0.1065
O, 7.0372, 3.1606, 10.2819, 0.0203, 0.0249, -0.0687
O, 11.5426, 7.0094, 16.4311, 0.005, -0.0228, 0.0908
O, 8.2836, 10.1394, 17.8573, -0.0123, 0.0183, 0.1264
O, 3.2665, 8.5378, 10.1057, 0.0008, 0.0068, -0.067
O, 7.588, 3.8371, 15.5195, -0.015, 0.004, 0.0647
O, 3.1463, 4.3259, 17.907, -0.0236, 0.0218, 0.12
O, 2.9077, 3.8914, 13.7018, 0.0048, 0.0023, 0.0205
O, 1.3381, 8.2008, 12.4443, 0.0008, -0.0134, -0.0205
O, 1.2124, 5.6758, 13.0666, 0.0004, 0.0005, 0.0118
O, 4.9788, 8.3071, 14.8603, 0.0164, 0.0347, 0.0481
O, 11.1546, 2.4199, 20.323, 0.0065, 0.0278, 0.1186
O, 10.9833, 9.9904, 12.7516, -0.0144, -0.0014, -0.0169
O, 5.2948, 3.5735, 12.3671, 0.0086, -0.0035, -0.0196
O, 5.0894, 3.2005, 14.9234, 0.0267, 0.0178, 0.081
O, 6.4797, 4.8464, 20.6167, 0.01, 0.0485, 0.1486
O, 8.3998, 1.5557, 16.6473, -0.0124, -0.0751, 0.1953
O, 10.4128, 1.241, 11.4539, -0.0017, 0.0052, -0.0337
O, 10.879, 6.6083, 11.6578, 0.0051, 0.0042, -0.0222
O, 3.2922, 8.6821, 19.8515, 0.0372, -0.015, 0.1135
O, 1.7237, 6.4345, 10.5231, 0.0175, 0.0208, -0.0867
O, 7.1843, 8.1771, 19.9963, -0.2051, 0.0194, 0.2757
O, 8.4972, 7.5853, 17.7675, -0.0096, -0.0755, 0.2641
O, 3.68, 6.4316, 13.6083, 0.0074, 0.0009, 0.0204
O, 9.5752, 4.9606, 13.3561, 0.0014, -0.002, 0.0124
O, 5.5748, 10.0709, 20.6397, 0.0782, -0.2842, 0.2611
O, 10.3271, 7.3761, 14.1449, 0.0096, 0.0206, 0.0574
O, 8.803, 6.1619, 19.9788, -0.0509, -0.1026, 0.1733
O, 7.0691, 5.7081, 10.6554, 0.0104, -0.0344, -0.073
O, 5.2539, 10.565, 16.3585, -0.0356, 0.0779, 0.1678
O, 9.0413, 1.1564, 19.2597, 0.0703, 0.0871, 0.2028
O, 11.5777, 3.1665, 10.1882, -0.0316, 0.0397, -0.1193
O, 9.7676, 8.7036, 19.8766, 0.0055, -0.0162, 0.1826

Results
free energy: -148856.641 eV
free energy less fixed offsets of As -4856.12, O -568.88, Si -635.61 eV per atom: -2.261 eV

The program warned: the cutoff lies below the one the program advises for these potential files; the forces do not sum to zero within the program's tolerance; the exchange-correlation potential is rough where the density is thin.
